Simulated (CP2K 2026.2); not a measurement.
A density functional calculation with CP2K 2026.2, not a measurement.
Periodic cell of 504 atoms, Si360O144, from a study of silicon, its oxide and their interface. The atomic structure is a simulated model.
Doubt: the forces sum to 2.54 eV/angstrom along one axis rather than to zero, so they err by at least 0.0050 eV/angstrom per atom on average; the grid cutoff is modest.

Settings: functional PBE; method Gaussian and plane waves; basis set DZVP-MOLOPT-SR-GTH; pseudopotentials GTH-PBE; grid cutoff 350 Ry, relative cutoff 50 Ry; k points Gamma only; occupations fixed; spin none; net charge 0.

Cell vectors (angstrom)
a 16.32 0 0
b 0 16.32 0
c 1.8079 0.403 33.8814

Atoms and the computed forces on them: element, x, y, z (angstrom), force x, y, z (eV/angstrom)
Si 2.735 15.414 33.792 0.373 -0.113 0.728
Si 5.64 2.013 33.837 0.063 -0.193 0.781
Si 3.476 4.296 33.783 -0.189 0.144 0.76
Si 5.766 7.59 33.733 0.136 -0.33 0.621
Si 1.527 9.244 0.106 -0.035 0.23 0.711
Si 4.265 12.05 0.031 -0.14 0.212 0.677
Si 8.921 15.126 33.832 -0.162 0.092 0.722
Si 9.496 1.48 0.009 0.165 -0.209 0.715
Si 7.314 3.772 0.007 -0.384 0.078 0.712
Si 9.678 6.552 0.285 -0.013 0.168 0.753
Si 6.489 9.866 0.217 0.146 -0.116 0.823
Si 9.219 12.4 0.012 0.188 -0.053 0.76
Si 12.477 14.67 0.127 -0.162 0.178 0.812
Si 16.982 1.476 33.865 -0.146 0.202 0.773
Si 13.695 4.785 33.867 0.306 -0.127 0.769
Si 14.777 7.164 0.376 -0.141 -0.047 0.577
Si 12.447 9.172 0.121 -0.071 0.139 0.714
Si 14.627 12.441 0.299 0.053 -0.1 0.797
Si 2.645 16.243 1.137 -0.019 0.032 -0.052
Si 5.496 2.748 1.199 0.014 -0.016 -0.017
Si 2.831 5.495 1.182 -0.008 0.042 -0.025
Si 5.403 8.195 1.402 -0.02 -0.001 -0.045
Si 2.673 10.902 1.327 0.02 -0.008 -0.034
Si 5.469 13.635 1.284 0.024 -0.021 -0.044
Si 8.256 16.263 1.301 0.007 0.01 -0.034
Si 10.922 2.737 1.375 0.006 0.011 -0.072
Si 8.186 5.326 1.534 -0.01 -0.018 -0.066
Si 10.895 8.111 1.504 0.002 -0.012 -0.046
Si 8.106 10.957 1.473 -0.001 0.026 -0.056
Si 10.837 13.527 1.344 -0.012 -0.008 -0.061
Si 13.616 16.304 1.382 0.002 -0.026 -0.078
Si 16.341 2.735 1.195 0.021 -0.005 -0.045
Si 13.541 5.442 1.339 -0.031 -0.004 -0.043
Si 16.346 8.272 1.638 0.014 0.014 0.012
Si 13.49 10.812 1.476 0.006 -0.02 -0.026
Si 16.242 13.609 1.493 0.004 -0.002 -0.069
Si 1.349 1.329 2.588 -0.006 -0.022 0.029
Si 4.163 4.133 2.602 -0.013 -0.016 0.004
Si 1.418 6.734 2.709 0.038 -0.001 -0.005
Si 4.021 9.541 2.75 0.006 0.017 0.045
Si 1.355 12.249 2.736 -0.013 -0.025 -0.002
Si 4.056 14.992 2.585 0 0.013 0.001
Si 6.81 1.327 2.599 0.003 0 0.017
Si 9.569 4.004 2.848 0.027 0.008 0.032
Si 6.772 6.785 2.719 0.005 0.013 0
Si 9.499 9.538 2.747 0.001 0 -0.002
Si 6.755 12.319 2.79 -0.021 -0.002 0.033
Si 9.559 14.943 2.726 0.015 0.003 0.024
Si 12.277 1.371 2.709 -0.01 -0.023 0.012
Si 14.966 4.056 2.614 0.008 0.011 -0.008
Si 12.252 6.753 2.836 0.012 -0.009 0.031
Si 14.959 9.631 2.894 -0.03 0.014 0.014
Si 12.136 12.188 2.785 -0.002 0.014 0.033
Si 14.928 14.993 2.827 -0.021 0.002 0.032
Si 16.342 16.365 4.083 0.014 0.013 -0.023
Si 2.748 2.72 3.93 0.009 0.005 -0.019
Si 16.329 5.391 4.026 0.004 -0.003 0.011
Si 2.708 8.139 4.1 -0.014 0.016 -0.016
Si 16.337 10.964 4.186 -0.012 0.006 0.019
Si 2.747 13.63 4.025 0.005 0.011 0
Si 5.425 16.328 3.986 0.016 -0.004 -0.005
Si 8.136 2.64 4.079 -0.008 0.013 -0.013
Si 5.432 5.44 4.083 -0.014 -0.002 0.008
Si 8.14 8.15 4.072 0.005 -0.007 0.007
Si 5.407 10.898 4.099 0.001 -0.005 -0.019
Si 8.159 13.642 4.114 -0.001 -0.021 -0.018
Si 10.901 16.328 4.071 -0.005 -0.014 -0.006
Si 13.642 2.725 4.052 0.002 0.017 -0.004
Si 10.892 5.41 4.179 0.02 -0.007 0.005
Si 13.619 8.155 4.151 -0.014 -0.013 -0.037
Si 10.82 10.86 4.164 0.006 0.001 0.006
Si 13.547 13.582 4.104 0.008 0.001 -0.008
Si 1.36 14.954 16.335 -0.002 0 -0.006
Si 4.106 1.318 16.324 0.006 0 -0.01
Si 1.364 4.095 16.274 0.005 -0.001 -0.019
Si 4.026 6.809 16.252 -0.009 0.011 -0.018
Si 1.349 9.536 16.334 0.007 -0.017 -0.016
Si 4.05 12.242 16.322 -0.012 -0.007 -0.008
Si 6.815 14.988 16.342 0.003 0.012 -0.002
Si 9.514 1.332 16.322 -0.008 -0.006 -0.003
Si 6.817 4.048 16.281 -0.005 0.007 -0.004
Si 9.531 6.793 16.287 -0.005 -0.001 -0.007
Si 6.791 9.533 16.269 0.014 -0.001 -0.006
Si 9.54 12.277 16.343 0.014 0.003 -0.009
Si 12.247 14.956 16.338 -0.004 0.009 -0.004
Si 14.927 1.343 16.337 -0.011 -0.005 -0.011
Si 12.261 4.071 16.342 -0.008 0.015 -0.005
Si 14.975 6.812 16.321 0.005 -0.009 0.006
Si 12.239 9.554 16.306 0.005 0.007 -0.005
Si 14.963 12.253 16.343 0.002 0 -0.007
Si 2.724 16.304 17.698 0.015 -0.008 0.023
Si 5.517 2.647 17.655 0.011 -0.016 -0.019
Si 2.717 5.438 17.645 -0.011 0.021 0.03
Si 5.343 8.216 17.567 -0.008 0.009 -0.005
Si 2.686 10.902 17.72 0.003 0.013 0.002
Si 5.404 13.633 17.64 0.002 0.005 0
Si 8.184 16.319 17.755 0.004 0.001 0.007
Si 10.887 2.676 17.66 0.005 -0.007 0.008
Si 8.176 5.412 17.62 0.013 0 0.024
Si 10.882 8.174 17.632 -0.007 0.011 0.006
Si 8.17 10.873 17.628 -0.008 -0.006 0.006
Si 10.897 13.64 17.746 0.009 -0.012 -0.011
Si 13.6 16.276 17.734 0.008 0.015 0.001
Si 16.297 2.762 17.607 -0.003 -0.006 -0.023
Si 13.628 5.456 17.693 -0.006 -0.008 0.003
Si 16.335 8.159 17.698 0.014 0.012 0.029
Si 13.553 10.937 17.691 -0.01 0.006 0.008
Si 16.351 13.585 17.716 -0.013 0.001 -0.006
Si 1.311 1.407 18.94 0.001 -0.008 -0.03
Si 4.118 4.014 18.901 -0.016 0.004 -0.015
Si 1.39 6.782 19.07 -0.018 -0.007 -0.025
Si 4.044 9.53 19.049 0.015 -0.019 -0.006
Si 1.383 12.272 19.147 0.013 0.018 -0.009
Si 4.081 14.942 19.093 -0.022 -0.013 -0.028
Si 6.854 1.361 19.149 -0.004 0.024 -0.011
Si 9.535 4.034 19.002 -0.008 0.008 -0.02
Si 6.7 6.812 18.797 0.008 -0.022 -0.034
Si 9.532 9.522 18.999 -0.013 0.015 -0.027
Si 6.769 12.24 18.916 -0.002 0.004 -0.04
Si 9.554 14.983 19.154 0.017 0.012 0.003
Si 12.212 1.318 19.069 -0.03 -0.009 -0.027
Si 15.021 4.107 19.045 0.018 0.03 -0.007
Si 12.238 6.835 19 0.004 0.008 -0.001
Si 14.934 9.57 18.981 0.03 -0.026 -0.024
Si 12.232 12.291 19.142 0.015 0.012 -0.011
Si 14.985 14.897 19.089 -0.018 -0.004 -0.025
Si 16.347 16.352 20.328 0.001 0.007 0.044
Si 2.704 2.736 20.255 0.01 -0.002 0.065
Si 16.349 5.429 20.494 0.012 0.016 0.047
Si 2.778 8.131 20.455 -0.009 -0.011 0.057
Si 16.269 10.896 20.401 -0.012 -0.011 0.068
Si 2.765 13.59 20.574 0.023 0.003 0.06
Si 5.452 16.309 20.459 0.013 -0.009 0.051
Si 8.248 2.728 20.519 0.011 -0.023 0.061
Si 5.501 5.377 20.179 0.017 -0.005 0.039
Si 8.001 8.152 20.141 0.01 0.026 -0.001
Si 5.412 10.951 20.324 -0.023 0.01 0.058
Si 8.126 13.519 20.317 0.008 -0.016 0.059
Si 10.9 16.33 20.601 0.004 0.024 0.063
Si 13.643 2.717 20.312 -0.022 -0.011 0.058
Si 10.902 5.433 20.307 0.013 -0.015 0.033
Si 13.574 8.225 20.342 0.006 0.01 0.042
Si 10.829 10.899 20.451 -0.008 -0.013 0.018
Si 13.673 13.573 20.57 -0.008 -0.036 0.039
Si 1.619 15.317 21.692 -0.056 -0.186 -0.713
Si 3.809 1.217 21.619 0.227 0.027 -0.691
Si 1.75 4.315 21.704 -0.323 -0.074 -0.761
Si 4.045 6.461 21.593 0.024 0.284 -0.678
Si 17.387 9.275 21.617 0.215 0.061 -0.769
Si 4.42 12.438 21.881 -0.289 -0.126 -0.71
Si 6.631 14.656 21.665 0.028 0.223 -0.736
Si 9.919 1.746 21.922 -0.346 -0.333 -0.732
Si 7.057 4.404 21.645 -0.052 -0.244 -0.721
Si 9.176 6.599 21.354 0.064 -0.147 -0.623
Si 6.918 9.698 21.547 -0.078 -0.123 -0.702
Si 9.117 11.925 21.724 0.21 0.046 -0.711
Si 12.566 15.204 21.852 -0.219 -0.217 -0.699
Si 14.758 1.149 21.636 0.137 0.12 -0.762
Si 12.178 3.949 21.624 0.072 0.24 -0.735
Si 15.133 7.089 21.658 -0.121 -0.252 -0.799
Si 12.455 9.787 21.716 -0.155 -0.198 -0.79
Si 14.78 11.929 21.933 0.175 0.3 -0.733
Si 7.081 16.529 31.698 0.153 -0.036 0.118
Si 10.361 5.422 28.372 -0.105 0.122 -0.056
Si 9.924 8.662 31.993 0.028 0.004 0.022
Si 5.941 9.168 29.149 0.074 0.053 -0.008
Si 2.142 6.38 31.985 0.089 -0.03 0.037
Si 4.052 11.47 24.923 -0.008 0 -0.124
Si 7.847 13.433 26.973 -0.024 -0.049 -0.055
Si 17.344 14.142 28.522 -0.017 -0.015 0.052
Si 9.439 9.558 25.725 -0.11 -0.001 -0.041
Si 2.244 9.358 24.279 -0.043 -0.016 0.116
Si 15.413 11.76 27.747 0.094 0.034 0.056
Si 5.689 2.523 23.621 0.013 0.015 -0.085
Si 12.229 10.69 31.812 -0.105 -0.108 0.274
Si 13.927 6.75 26.491 -0.027 0.115 -0.091
Si 9.599 12.521 24.738 -0.107 -0.008 -0.124
Si 7.345 11.911 29.357 -0.06 -0.068 -0.037
Si 5.132 8.152 23.692 0.082 -0.066 -0.109
Si 2.787 13.764 30.989 -0.118 0.098 0.117
Si 8.401 3.314 27.22 0.099 0.036 -0.037
Si 12.53 11.08 28.879 -0.128 -0.1 -0.03
Si 10.923 15.748 29.67 -0.083 0.012 0.048
Si 6.238 9.435 26.008 -0.014 0.058 -0.087
Si 7.086 16.256 24.105 0.015 -0.014 -0.059
Si 5.549 2.449 26.77 0.012 -0.077 -0.054
Si 5.618 13.841 31.125 0.055 -0.155 0.09
Si 16.932 6.962 25.576 -0.081 -0.091 0.008
Si 17.932 11.203 31.911 0.024 -0.063 0.115
Si 8.867 4.672 30.887 0.016 -0.06 0.055
Si 2.555 3.157 27.228 -0.094 -0.047 -0.122
Si 13.162 4.488 28.197 -0.015 -0.013 0.073
Si 5.698 15.694 26.547 -0.021 0.006 -0.086
Si 11.735 16.421 26.791 -0.08 -0.011 -0.092
Si 11.526 8.371 27.623 0.057 -0.143 -0.011
Si 15.633 1.657 24.551 0.042 -0.086 -0.195
Si 17.052 15.179 24.619 -0.015 -0.006 -0.108
Si 7.437 7.154 30.935 -0.016 0.089 0.33
Si 16.102 6.701 30.048 0.102 0.13 0.067
Si 8.788 1.704 29.83 0 0.088 -0.05
Si 12.235 14.118 24.833 0.028 0.054 -0.202
Si 14.121 1.854 26.955 -0.015 -0.047 -0.109
Si 16.848 0.936 28.343 0.11 0.036 0.092
Si 9.375 1.362 25.086 0.021 0.078 -0.11
Si 10.016 12.983 29.012 0.03 -0.035 0.063
Si 3.136 8.092 29.796 -0.025 -0.1 0.004
Si 3.119 14.114 26.368 -0.071 -0.037 -0.084
Si 14.402 4.467 30.844 0.007 -0.006 0.221
Si 13.158 5.888 23.764 0.071 -0.001 -0.177
Si 17.399 4.043 24.676 0.122 0.135 -0.09
Si 16.75 9.606 29.62 -0.009 -0.009 -0.027
Si 15.761 1.95 30.968 0.026 -0.127 0.087
Si 1.847 5.984 28.104 0.027 0.039 0.095
Si 15.075 12.836 24.919 0.036 -0.04 -0.17
Si 13.063 0.444 31.646 -0.023 0.113 0.195
Si 10.86 7.994 23.532 0.122 0.084 -0.052
Si 1.382 14.978 5.408 -0.008 -0.002 0.005
Si 4.081 1.379 5.355 -0.005 0.011 0.004
Si 1.383 4.039 5.37 -0.008 -0.018 -0.011
Si 4.082 6.796 5.452 0.003 0.006 0.007
Si 1.355 9.512 5.463 0.01 -0.014 0.003
Si 4.061 12.267 5.439 -0.007 -0.009 0.011
Si 6.771 14.997 5.421 0.005 0.011 -0.002
Si 9.514 1.325 5.446 0.006 0.003 0.017
Si 6.799 4.058 5.416 0.008 0.007 0.013
Si 9.498 6.799 5.459 0.01 0.011 0.004
Si 6.784 9.521 5.434 -0.006 0.007 -0.008
Si 9.481 12.253 5.485 -0.012 0.006 0.012
Si 12.224 14.965 5.458 0.01 0.002 0.009
Si 14.98 1.38 5.443 -0.008 -0.016 0.014
Si 12.283 4.05 5.467 0.001 -0.009 0.013
Si 14.999 6.767 5.438 0.01 -0.003 0.005
Si 12.223 9.506 5.484 0.01 0.006 -0.004
Si 14.939 12.289 5.498 -0.001 0.018 0.023
Si 2.739 16.341 6.759 0.003 -0.004 -0.006
Si 5.425 2.714 6.768 0.002 -0.003 -0.002
Si 2.709 5.416 6.771 0 0.011 -0.001
Si 5.441 8.158 6.806 -0.004 -0.004 0.004
Si 2.717 10.889 6.803 -0.005 0.004 -0.002
Si 5.433 13.617 6.79 0.003 0 0.002
Si 8.144 16.314 6.81 -0.01 -0.002 0
Si 10.885 2.698 6.796 0.005 0.005 0.003
Si 8.145 5.423 6.797 0.001 0.001 0.003
Si 10.859 8.151 6.828 -0.002 -0.012 0
Si 8.13 10.875 6.819 0.006 -0.003 0.004
Si 10.865 13.607 6.822 -0.009 0 -0.002
Si 13.609 16.328 6.793 0.005 0.005 0.004
Si 16.348 2.726 6.79 0.001 0.001 0.002
Si 13.628 5.428 6.813 0.006 -0.007 0.001
Si 16.324 8.145 6.813 -0.006 0.002 0.006
Si 13.591 10.882 6.823 0.009 0.003 -0.002
Si 16.331 13.647 6.807 -0.017 0.002 0.005
Si 1.375 1.357 8.146 -0.005 0.004 0.002
Si 4.074 4.071 8.143 -0.001 -0.006 -0.009
Si 1.368 6.781 8.155 -0.007 -0.004 -0.002
Si 4.08 9.525 8.159 0.008 0.005 -0.006
Si 1.353 12.254 8.155 -0.006 -0.009 -0.012
Si 4.077 14.979 8.144 0.004 0.006 -0.005
Si 6.786 1.368 8.149 0.008 0.009 -0.003
Si 9.524 4.072 8.149 0.005 0.008 -0.003
Si 6.797 6.793 8.163 0 0.004 -0.005
Si 9.505 9.522 8.176 0.001 0.003 -0.001
Si 6.78 12.248 8.164 -0.004 -0.01 0.002
Si 9.503 14.958 8.174 -0.006 -0.01 0.004
Si 12.245 1.353 8.164 -0.011 -0.012 -0.008
Si 14.987 4.073 8.165 0.008 0.015 0.001
Si 12.241 6.787 8.159 0.005 0.008 -0.003
Si 14.956 9.511 8.164 -0.009 -0.011 0.002
Si 12.231 12.245 8.175 0.001 0.008 -0.006
Si 14.966 14.985 8.169 0.018 0.009 0.009
Si 16.33 16.334 9.524 -0.004 0.002 0.005
Si 2.722 2.716 9.515 -0.001 -0.002 -0.002
Si 16.329 5.437 9.529 -0.005 0.007 0.002
Si 2.721 8.155 9.51 0.002 -0.005 -0.004
Si 16.315 10.887 9.51 0 0.004 -0.001
Si 2.719 13.615 9.51 0.001 0 -0.008
Si 5.436 16.325 9.514 0.007 0.001 -0.003
Si 8.156 2.719 9.507 -0.007 0.001 -0.005
Si 5.433 5.433 9.511 -0.001 0.009 0.003
Si 8.154 8.154 9.531 0.003 -0.001 0.001
Si 5.43 10.884 9.526 -0.005 0.002 -0.002
Si 8.15 13.594 9.527 0.006 -0.006 0
Si 10.879 16.318 9.52 0.001 0.003 -0.006
Si 13.611 2.717 9.517 0.008 0.005 -0.008
Si 10.88 5.432 9.519 0.006 -0.005 -0.002
Si 13.59 8.156 9.52 -0.004 -0.003 0.002
Si 10.87 10.882 9.53 -0.008 -0.005 0.001
Si 13.602 13.61 9.518 0.007 -0.005 -0.005
Si 1.361 14.964 10.882 -0.004 -0.002 0
Si 4.077 1.357 10.88 -0.003 0.007 0
Si 1.365 4.074 10.884 0 0.004 0.001
Si 4.078 6.796 10.874 0.002 0 0.001
Si 1.358 9.525 10.862 -0.007 -0.009 -0.003
Si 4.072 12.251 10.875 0.007 -0.009 0
Si 6.794 14.964 10.874 -0.001 -0.002 0
Si 9.517 1.36 10.87 -0.002 0.005 -0.002
Si 6.802 4.078 10.871 0.009 0.003 -0.01
Si 9.525 6.797 10.884 0.001 0.003 0.002
Si 6.793 9.523 10.885 0.001 0.006 -0.002
Si 9.513 12.241 10.889 0 0 0.005
Si 12.241 14.963 10.881 -0.007 -0.002 0
Si 14.967 1.365 10.888 0.006 -0.002 0.003
Si 12.246 4.076 10.875 -0.002 0.004 0
Si 14.955 6.797 10.873 0.004 0.006 -0.001
Si 12.235 9.52 10.883 0.008 -0.005 0
Si 14.957 12.244 10.875 -0.008 -0.002 0.001
Si 2.72 16.319 12.249 0.005 -0.002 0.003
Si 5.443 2.718 12.228 0.007 0.004 -0.003
Si 2.721 5.439 12.239 -0.005 0.003 0.004
Si 5.432 8.158 12.236 0 0 -0.001
Si 2.708 10.889 12.227 -0.001 0.001 0.006
Si 5.438 13.605 12.235 0 0.004 -0.002
Si 8.164 16.316 12.229 0.003 -0.004 -0.002
Si 10.883 2.714 12.228 0.002 -0.004 -0.001
Si 8.165 5.431 12.238 -0.01 -0.004 0.001
Si 10.882 8.162 12.249 -0.001 0.006 0.006
Si 8.151 10.886 12.249 0.004 -0.007 0.004
Si 10.882 13.603 12.24 0.002 -0.006 0.006
Si 13.602 16.322 12.243 0.006 0.006 0.003
Si 16.328 2.718 12.252 -0.004 0.011 0.002
Si 13.602 5.437 12.239 0 0.007 0.003
Si 16.308 8.172 12.217 -0.01 -0.007 -0.004
Si 13.597 10.886 12.236 0 -0.001 0.004
Si 16.314 13.604 12.238 0 -0.004 0.002
Si 1.364 1.355 13.618 0.001 -0.008 0.005
Si 4.083 4.071 13.592 0.004 0.003 0.002
Si 1.342 6.814 13.568 -0.014 0.019 -0.011
Si 4.071 9.533 13.582 0.003 -0.007 0.009
Si 1.344 12.238 13.598 -0.005 0 0.01
Si 4.08 14.95 13.603 0.01 -0.006 0.001
Si 6.804 1.354 13.58 -0.007 0.008 -0.004
Si 9.538 4.072 13.595 -0.003 -0.002 0
Si 6.795 6.79 13.587 0.012 0.003 -0.002
Si 9.518 9.53 13.603 -0.008 0.003 0.007
Si 6.8 12.263 13.606 -0.007 -0.004 0.005
Si 9.522 14.961 13.597 0.004 0.004 0.005
Si 12.231 1.355 13.599 -0.011 0.01 0.005
Si 14.956 4.074 13.601 0.003 0.004 0.009
Si 12.253 6.804 13.605 0.003 -0.011 0.004
Si 14.959 9.527 13.593 0.014 -0.005 -0.004
Si 12.249 12.251 13.6 -0.001 -0.006 0.006
Si 14.963 14.967 13.605 -0.011 0.001 0.007
Si 16.315 16.32 14.981 -0.001 0 0
Si 2.744 2.705 14.968 -0.001 0.005 0
Si 16.315 5.456 14.935 0.009 0.005 0.002
Si 2.681 8.187 14.924 -0.004 -0.012 -0.001
Si 16.304 10.884 14.97 -0.008 -0.001 0.001
Si 2.701 13.597 14.955 0.009 -0.005 -0.002
Si 5.457 16.31 14.944 0.008 -0.004 0.008
Si 8.177 2.695 14.935 -0.001 -0.006 0
Si 5.436 5.431 14.951 0.005 0.003 0.007
Si 8.154 8.15 14.939 -0.001 -0.007 -0.004
Si 5.423 10.904 14.942 0.004 -0.004 0.005
Si 8.168 13.62 14.977 0.001 0.003 -0.001
Si 10.883 16.306 14.967 -0.003 0.001 -0.01
Si 13.592 2.709 14.959 -0.001 -0.009 0.005
Si 10.906 5.428 14.958 -0.004 0.002 0.001
Si 13.609 8.176 14.965 -0.005 0.002 -0.001
Si 10.876 10.908 14.957 0 -0.004 0
Si 13.61 13.608 14.97 0.005 -0.002 0
O 11.769 6.698 23.767 -0.238 -0.247 0.036
O 9.82 7.671 22.371 -0.199 0.31 0.011
O 1.912 9.042 29.331 0.129 0.047 -0.477
O 6.3 3.875 22.991 0.001 0.213 0.442
O 16.288 8.156 22.099 0.15 0.063 0.299
O 8.07 10.719 22.123 0.025 -0.081 0.675
O 5.529 13.59 22.241 -0.12 0.287 0.259
O 5.44 13.026 32.521 -0.283 0.048 -0.054
O 16.639 6.233 28.604 -0.288 -0.326 -0.512
O 8.933 7.814 31.034 0.294 0.028 -0.247
O 4.549 3.136 33.322 0.069 -0.089 -0.28
O 10.148 2.965 33.481 -0.142 -0.161 -0.338
O 8.997 4.975 32.475 -0.082 0.483 -0.121
O 7.578 5.59 30.503 -0.447 -0.222 -0.102
O 2.155 14.888 25.322 0.186 0.379 -0.114
O 15.4 13.957 33.576 -0.007 -0.019 -0.371
O 2.723 16.439 22.167 -0.111 -0.187 0.146
O 3.044 6.767 28.866 0.582 -0.217 -0.236
O 7.182 11.318 33.519 -0.03 -0.106 -0.332
O 13.927 3.413 27.288 0.417 0.124 -0.386
O 2.936 5.039 32.418 -0.064 -0.042 -0.586
O 4.131 2.85 27.419 0.001 0.198 0.533
O 8.94 11.952 29.688 0.237 -0.387 0.352
O 8.352 15.915 32.512 0.294 0.299 -0.347
O 2.871 5.442 22.083 0.051 0.091 0.013
O 12.093 14.64 23.304 -0.073 -0.046 0.004
O 15.394 1.815 22.97 0.391 0.266 -0.09
O 4.236 15.136 26.934 -0.075 0.013 0.162
O 9.254 13.65 27.741 0.311 0.516 -0.268
O 5.87 0.888 27.105 0.146 0.076 0.213
O 5.773 8.114 25.172 -0.054 -0.456 0.105
O 13.583 10.852 22.223 0.061 0.066 0.459
O 2.16 4.407 28.174 0.15 -0.052 0.296
O 4.234 13.946 30.3 0.143 0.242 -0.804
O 10.858 13.392 25.225 0.099 0.021 0.647
O 12.221 9.497 28.59 0.38 0.009 0.202
O 15.434 1.343 27.71 -0.284 0.096 -0.039
O 11.113 9.582 31.381 0.001 -0.266 -0.255
O 8.855 2.168 28.286 0.171 -0.316 -0.173
O 11.813 9.221 23.106 0.011 0.072 0.546
O 4.313 2.098 22.896 -0.373 0.208 0.292
O 15.482 8.57 33.532 -0.083 -0.213 -0.481
O 4.535 8.648 33.469 -0.171 -0.011 -0.503
O 16.75 1.175 29.95 0.311 -0.108 0.231
O 18.06 16.652 33.434 0.018 -0.077 -0.282
O 4.074 11.732 23.313 -0.333 -0.047 -0.008
O 17.879 14.235 30.054 -0.326 0.136 0.282
O 10.698 0.91 25.86 0.34 0.05 -0.131
O 16.901 5.597 24.671 -0.336 0.042 -0.21
O 16.63 0.408 24.833 0.229 0.017 0.191
O 12.873 11.232 30.449 0.247 0.425 -0.054
O 8.846 2.755 25.748 0.13 0.558 -0.082
O 2.663 12.165 31.176 0.575 -0.151 -0.517
O 4.431 9.021 29.68 -0.127 0.38 0.01
O 8.153 5.545 22.101 0.002 -0.088 0.431
O 6.753 1.333 23.356 0.409 -0.041 -0.221
O 9.982 13.957 33.346 -0.019 0.058 -0.378
O 6.775 3.381 27.295 -0.145 0.455 0.051
O 5.411 10.712 25.407 0.41 0.202 0.036
O 13.86 5.923 27.883 0.355 0.343 0.402
O 12.576 5.924 33.52 0.129 0.06 -0.228
O 14.252 1.504 25.375 -0.346 -0.281 -0.164
O 14.37 6.67 23.037 0.276 -0.084 0.306
O 7.49 15.214 22.947 0.721 0.086 0.06
O 9.587 1.457 23.487 -0.148 0.081 -0.021
O 10.016 0.696 30.123 0.238 0.127 0.07
O 14.054 4.178 32.395 0.033 -0.184 -0.288
O 15.436 7.29 26.164 -0.095 0.295 0.196
O 13.484 13.108 24.977 -0.146 -0.084 0.052
O 11.073 2.872 22.107 -0.002 0.098 0.37
O 1.426 3.647 23.149 -0.176 -0.288 0.081
O 8.961 9.681 32.758 -0.011 -0.034 -0.531
O 16.208 3.053 25.117 -0.225 0.087 0.657
O 5.88 9.203 27.55 -0.125 -0.209 -0.134
O 6.379 1.393 32.532 0.148 0.269 -0.182
O 10.271 9.239 27.065 -0.022 0.37 0.596
O 16.347 1.985 32.466 0.046 0.562 -0.051
O 7.495 0.83 30.265 -0.499 -0.08 -0.405
O 8.729 3.071 30.706 -0.214 0.017 0.256
O 16.851 10.57 30.905 -0.301 0.105 -0.126
O 16.172 10.449 28.363 0.042 -0.201 -0.377
O 12.752 7.898 26.618 -0.047 0.111 -0.077
O 7.841 9.589 25.901 0.025 -0.043 0.164
O 17.726 6.976 33.268 0.378 -0.185 0.093
O 10.801 6.996 28.186 -0.214 0.034 0.131
O 5.421 2.693 25.182 -0.193 0.078 -0.072
O 1.785 6.613 26.629 0.294 0.074 0.014
O 6.711 13.119 30.21 0.226 0.116 -0.219
O 11.594 4.532 27.822 -0.086 -0.475 -0.584
O 1.704 1.84 27.671 0.229 -0.126 0.09
O 12.314 15.988 30.451 0.469 -0.066 -0.37
O 12.035 1.354 32.523 -0.133 -0.028 -0.17
O 12.805 1.096 27.458 -0.207 0.063 0.301
O 1.571 10.029 22.971 -0.101 0.755 -0.013
O 8.255 16.503 25.2 -0.065 -0.307 0.581
O 6.55 7.283 32.311 0.231 -0.263 -0.259
O 11.292 12.091 28.554 0.037 -0.056 -0.149
O 3.603 8.647 23.781 -0.101 -0.187 -0.14
O 13.681 16.36 22.174 -0.002 -0.106 0.12
O 11.033 15.745 28.063 -0.463 -0.525 -0.214
O 14.767 6.024 30.623 -0.378 0.517 0.056
O 17.101 12.123 32.91 0.007 -0.002 -0.205
O 16.077 13.124 28.377 -0.332 0.144 0.301
O 14.269 1.311 31.01 -0.224 0.034 -0.385
O 17.281 6.078 30.962 0.058 -0.678 -0.019
O 17.045 15.669 28.063 0.031 -0.067 -0.377
O 17.493 8.302 24.862 -0.431 -0.033 0.218
O 6.873 14.717 27.084 0.238 -0.039 0.36
O 15.854 8.304 30.017 -0.388 0.102 0.038
O 13.559 5.7 25.307 0.15 -0.478 0.244
O 6.101 9.114 22.826 -0.081 0.095 0.397
O 10.394 14.234 29.995 -0.108 -0.233 0.497
O 15.889 14.213 25.185 -0.205 0.291 0.301
O 12.47 15.326 25.869 0.406 0.191 -0.004
O 2.74 10.55 25.263 -0.404 0.137 0.419
O 13.221 4.157 29.785 -0.386 -0.035 0.181
O 17.184 14.827 23.045 -0.074 -0.566 -0.074
O 12.909 4.503 22.979 0.191 -0.197 0.315
O 2.859 14.584 32.391 -0.195 -0.132 -0.218
O 15.516 11.819 26.115 0.037 -0.538 -0.127
O 4.994 6.75 22.908 0.185 -0.45 0.385
O 9.922 8.363 24.766 -0.382 -0.322 0.351
O 10.649 7.609 32.955 -0.006 -0.102 -0.222
O 7.127 12.196 27.763 -0.428 -0.294 -0.23
O 3.899 12.879 25.679 0.552 0.19 0.05
O 10.101 5.182 29.96 0.413 0.351 0.288
O 11.58 11.935 32.628 0.227 0.206 -0.132
O 5.79 15.737 24.919 -0.462 -0.153 -0.333
O 9.065 4.773 27.573 -0.36 0.21 -0.188
O 6.731 7.882 29.69 0.074 -0.263 -0.391
O 2.21 13.561 27.582 0.218 -0.379 0.165
O 6.649 10.507 29.722 0.094 -0.043 0.467
O 6.031 15.347 31.481 -0.538 0.036 0.251
O 15.634 3.485 30.465 0.55 0.336 -0.661
O 2.46 10.069 32.677 -0.114 -0.178 -0.451
O 3.084 7.509 31.313 0.556 0.267 0.414
O 9.521 12.633 23.129 0.164 0.269 0.053
O 8.226 13.063 25.436 -0.271 -0.029 -0.498
O 13.445 10.074 32.686 0.194 0.047 -0.408
O 2.285 3.665 25.697 0.528 0.075 -0.249
O 13.836 11.615 28.086 -0.234 0.369 -0.441
O 13.685 15.646 32.621 -0.003 -0.235 -0.25
O 15.396 12.297 23.411 0.356 -0.132 0.133
O 9.875 10.99 25.148 0.186 0.085 -0.047

Results
total energy: -101655.537 eV
total energy less fixed offsets of O -438.35, Si -107.03 eV per atom: -2.337 eV
